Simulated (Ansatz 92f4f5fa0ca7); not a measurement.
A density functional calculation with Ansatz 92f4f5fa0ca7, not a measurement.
Periodic cell of 226 atoms, Si133O92As1, from a study of silicon, its oxide and their interface. The atomic structure is a simulated model.
Doubt: the cutoff is far below the 930 eV that the study's wrapper takes by default for these files, so forces and energies are approximate.

Settings
functional: PBE
potential files: Ansatz PAW
basis: plane waves
wave-function cutoff: 580 eV
density cutoff ratio: 5
exchange-correlation grid ratio: 1
k mesh: 1 x 1 x 1, Gamma-centred
self-consistency stop: 5e-08 eV per atom in the density residual
occupations: fixed
spin: none
net charge: +1 e, with a uniform compensating background and no finite-size correction

Cell vectors (angstrom)
a, 10.938, 0, 0
b, 0, 10.938, 0
c, 0, 0, 31.9494

Atoms: element, x, y, z (angstrom)
Si, 10.6287, 0.0096, 24.4231
Si, 5.0803, 0.1396, 24.6644
Si, 2.8237, 2.3069, 24.5385
Si, 8.5737, 2.4468, 24.5689
Si, 10.7141, 5.6026, 24.338
Si, 5.1615, 5.6243, 24.4572
Si, 2.9917, 7.9652, 24.4085
Si, 8.4202, 7.845, 24.4238
Si, 1.296, 1.1367, 25.8432
Si, 6.8195, 1.3368, 25.7479
Si, 3.9883, 4.0211, 25.7398
Si, 9.6935, 4.0321, 25.8545
Si, 1.3438, 6.8027, 25.677
Si, 6.8091, 6.7297, 25.7541
Si, 4.0037, 9.4806, 25.9567
Si, 9.4873, 9.4491, 25.8092
Si, 2.6359, -0.1289, 27.3036
Si, 8.1488, -0.0585, 27.1524
Si, 0.0868, 2.6641, 27.2164
Si, 5.4591, 2.734, 27.1155
Si, 2.6735, 5.4273, 27.1172
Si, 8.1998, 5.3795, 27.139
Si, 0.0215, 8.163, 27.1364
Si, 5.5158, 8.1515, 27.1837
Si, 4.0968, 1.3419, 28.4965
Si, 9.5487, 1.3218, 28.5067
Si, 1.4051, 4.0732, 28.5782
Si, 6.8147, 4.07, 28.5297
Si, 4.0856, 6.7795, 28.4866
Si, 9.5693, 6.7887, 28.4775
Si, 1.2861, 9.4759, 28.6552
Si, 6.8316, 9.5417, 28.5745
Si, -0.0435, -0.0185, 29.9373
Si, 5.4538, -0.0095, 29.8982
Si, 2.7789, 2.7224, 29.9091
Si, 8.1874, 2.7081, 29.8796
Si, -0.0153, 5.4424, 29.8927
Si, 5.458, 5.4516, 29.8916
Si, 2.7393, 8.1459, 29.915
Si, 8.2284, 8.1778, 29.8868
Si, 1.3692, 1.3788, 31.2567
Si, 6.8268, 1.3667, 31.2608
Si, 4.1196, 4.0886, 31.2832
Si, 9.5524, 4.0851, 31.2596
Si, 1.3619, 6.8082, 31.2771
Si, 6.8345, 6.8411, 31.25
Si, 4.0921, 9.5604, 31.26
Si, 9.5532, 9.5474, 31.2941
Si, 2.739, 0.0123, 0.6686
Si, 8.2012, 0.0189, 0.6708
Si, 0.0137, 2.7537, 0.6886
Si, 5.4897, 2.7465, 0.7049
Si, 2.7435, 5.4653, 0.6857
Si, 8.2099, 5.4927, 0.6746
Si, 0.0195, 8.2095, 0.7101
Si, 5.4809, 8.226, 0.6812
Si, 4.0808, 1.3986, 2.053
Si, 9.5989, 1.357, 2.0312
Si, 1.3608, 4.1497, 2.0641
Si, 6.8525, 4.1459, 2.0461
Si, 4.116, 6.8448, 2.0358
Si, 9.5845, 6.8413, 2.0734
Si, 1.3722, 9.6345, 2.0595
Si, 6.8559, 9.6101, 2.0362
Si, 0.0051, 0.0297, 3.4749
Si, 5.5333, 0.0935, 3.391
Si, 2.7029, 2.7787, 3.4046
Si, 8.2715, 2.7842, 3.3243
Si, 0.034, 5.5203, 3.495
Si, 5.4642, 5.5021, 3.4212
Si, 2.7026, 8.2014, 3.3542
Si, 8.2567, 8.299, 3.3774
Si, 1.34, 1.4623, 4.811
Si, 6.9246, 1.4907, 4.7405
Si, 4.0569, 4.1435, 4.7627
Si, 9.6026, 4.0765, 4.7897
Si, 1.364, 6.9703, 4.8661
Si, 6.8531, 6.9553, 4.6832
As, 4.1003, 9.5881, 4.7653
Si, 9.614, 9.5732, 4.8455
Si, 2.7131, 0.0709, 6.1205
Si, 8.2993, 0.1211, 6.0875
Si, 0.012, 2.7885, 6.3155
Si, 5.518, 2.8432, 6.0707
Si, 2.7505, 5.5706, 6.1394
Si, 8.253, 5.5914, 5.9661
Si, 0.0334, 8.3022, 6.3779
Si, 5.511, 8.2517, 6.1607
Si, 4.4092, 1.1739, 7.2852
Si, 9.8052, 1.1427, 7.6308
Si, 1.1769, 4.4858, 7.5091
Si, 6.6425, 4.5445, 7.2575
Si, 4.308, 6.6938, 7.5291
Si, 9.7283, 6.6011, 7.5122
Si, 1.2608, 9.9232, 7.7018
Si, 6.7052, 9.9338, 7.3531
O, 9.5921, 1.2522, 23.9841
O, 4.1162, 6.8208, 23.9505
O, 4.0156, 1.2561, 24.0344
O, 9.5425, 6.7174, 23.9032
O, -0.022, 5.5348, 8.0215
O, 5.4647, 0.0028, 7.8101
O, 0.0674, 0.082, 8.1537
O, 5.549, 5.6407, 7.8736
O, 7.58, 3.9425, 8.4519
O, 8.7347, 7.0278, 8.7812
O, 2.1841, 9.4604, 9.0267
O, 8.8807, 1.6575, 8.9325
O, 7.5794, 9.4279, 8.6642
O, 3.6143, 1.7923, 8.5833
O, 3.5925, 7.2336, 8.9338
O, 2.0727, 3.9875, 8.8135
O, 8.1432, 3.5046, 23.3683
O, 0.4556, 4.9534, 22.9515
O, 1.908, 2.7659, 23.2496
O, 5.8311, 4.9188, 23.121
O, 5.5338, 10.0163, 23.4952
O, 2.4487, 8.7002, 23.0229
O, 0.1952, 10.0823, 23.0858
O, 7.7922, 8.589, 23.0797
Si, 8.6598, 7.7038, 18.4451
Si, 8.7849, 6.3586, 13.6262
Si, 3.7905, 1.5422, 14.7418
Si, 2.1373, 5.7576, 17.6273
Si, 2.419, 3.1544, 19.4929
Si, 9.8066, 9.0345, 12.0714
Si, 1.336, 9.4322, 22.0792
Si, 9.1694, 0.9658, 13.2056
Si, 1.4228, 5.0538, 13.0235
Si, 1.7901, 8.2549, 12.8111
Si, 6.6604, 9.5685, 22.4266
Si, 4.527, 4.6035, 15.7117
Si, 8.2053, 3.0018, 9.5965
Si, 0.8419, 8.2568, 19.2643
Si, 6.9599, 1.3622, 21.0924
Si, 8.2134, 8.3072, 9.6659
Si, 10.8926, 5.2089, 15.6047
Si, 7.5683, 9.5024, 16.3248
Si, 9.9386, 2.073, 20.3023
Si, 3.2194, 8.5172, 9.9121
Si, 6.6972, 3.3569, 17.414
Si, 1.1697, 0.2209, 19.8054
Si, 3.2329, 2.8089, 12.2984
Si, 7.2185, 5.4017, 19.6907
Si, 5.7447, 8.6691, 11.551
Si, 5.7838, 6.0674, 13.198
Si, 4.6322, 9.7109, 17.6293
Si, 1.0277, 3.616, 22.178
Si, 4.9013, 1.4929, 18.8034
Si, 3.2039, 3.0521, 9.5123
Si, 6.4481, 10.8208, 13.7987
Si, 10.3473, 0.1205, 15.9809
Si, 5.6633, 3.6425, 11.1605
Si, 9.8405, 3.8948, 11.9065
Si, 2.3389, 9.9247, 15.5486
Si, 6.0776, 8.1307, 19.8054
Si, 6.9386, 3.9826, 22.3822
Si, 9.7597, 2.7861, 17.3709
O, 7.1948, 6.3738, 13.9704
O, 1.8818, 7.0687, 18.6766
O, 10.2955, 4.0407, 16.5253
O, 6.1652, 9.9621, 17.0595
O, 10.1427, 0.7042, 14.4776
O, 8.4471, 6.1223, 18.8631
O, 5.1663, 0.6864, 14.4387
O, 5.7221, 2.0617, 17.5229
O, 8.3532, 1.9613, 20.5516
O, 1.9932, 4.3097, 18.4047
O, 6.9697, 2.7831, 10.6634
O, 4.8688, 2.7012, 12.2287
O, 6.0304, 4.4001, 16.35
O, 4.5738, 3.8889, 9.9312
O, 10.696, 2.7894, 21.5602
O, 9.7252, 6.1612, 14.9608
O, 6.0091, 6.4949, 19.8464
O, 4.0853, 0.1784, 18.2855
O, 9.2558, 10.5563, 12.2812
O, 2.8516, 4.3554, 12.6935
O, 1.9191, 10.7129, 21.21
O, 3.9968, 2.7323, 19.3829
O, 0.7263, 10.0439, 15.9691
O, 1.2749, 9.8148, 18.8374
O, 1.7156, 1.6752, 19.2741
O, 8.9379, 10.3947, 16.51
O, 4.8722, 8.5895, 18.799
O, 9.5542, 8.776, 10.4758
O, 6.7438, 4.0954, 18.8625
O, 2.8346, 1.7241, 13.4169
O, 5.8344, 8.7816, 21.2692
O, 2.5528, 2.4223, 10.8739
O, 7.6194, 4.8591, 21.1781
O, 5.2066, 7.4745, 12.5569
O, 0.4264, 9.063, 12.4857
O, 7.5771, 1.0594, 13.5834
O, 7.1095, 9.6367, 14.7529
O, 8.9756, 5.0311, 12.6904
O, 8.0929, 8.0391, 16.916
O, 6.2215, 2.5815, 21.9085
O, 2.4468, 9.0696, 14.1102
O, 0.4228, 4.4868, 11.8637
O, 0.8176, 8.3279, 20.9362
O, 9.3902, 3.8141, 10.3498
O, 9.6551, 2.3863, 12.5435
O, 7.6222, 8.57, 19.3956
O, 2.5503, 8.1697, 11.3632
O, 3.9774, 3.0601, 15.3853
O, 0.8402, 4.4908, 14.4386
O, 10.0619, 3.0116, 18.9612
O, 9.1404, 7.8028, 12.9346
O, 10.5182, 0.5507, 20.0845
O, 6.0247, 5.0363, 11.931
O, 8.1585, 2.7575, 17.0235
O, 3.5357, 5.4875, 16.7284
O, 4.666, 9.1368, 10.3943
O, 1.5325, 6.6748, 13.1772
O, 4.7588, 5.485, 14.3418
O, 2.0528, 3.8662, 20.9231
O, 10.5491, 1.4152, 16.9573
O, 0.9482, 6.0793, 16.5516
O, 7.352, 10.9595, 21.9271
O, 5.9375, 0.9263, 19.9192
O, 6.0653, 10.0256, 12.4159
O, 2.8425, 0.5473, 15.6086
O, 7.0493, 8.0151, 10.7832
O, 10.2448, 8.024, 18.6932
O, 3.4444, 9.202, 16.5815

Results
free energy: -141733.934 eV
free energy less fixed offsets of As -4856.12, O -568.88, Si -635.61 eV per atom: -4.724 eV

Forces (eV/angstrom), in the order of the atoms: element, x, y, z
Si, 0.0293, -0.0032, -0.2413
Si, 0.0007, -0.0124, -0.176
Si, -0.0358, -0.0008, -0.2237
Si, 0.0006, 0.0208, -0.1948
Si, -0.0168, -0.044, -0.2026
Si, 0.013, -0.0092, -0.2361
Si, -0.0063, 0.0298, -0.1978
Si, -0.0112, -0.0033, -0.2271
Si, 0.0054, -0.0087, 0.066
Si, 0.0272, 0.0027, -0.0031
Si, 0.004, 0.0076, 0.0063
Si, 0.0299, 0.0209, 0.0354
Si, 0.0311, 0.0187, -0.0099
Si, 0.0051, 0.017, 0.0493
Si, 0.0025, -0.0172, 0.0581
Si, 0.0158, 0.012, 0.0112
Si, -0.0447, -0.0048, 0.0084
Si, -0.0807, -0.03, -0.0124
Si, 0.016, 0.0033, 0.0072
Si, 0.0164, 0.0054, -0.0194
Si, -0.0456, -0.0517, -0.0385
Si, -0.0291, -0.0223, -0.0355
Si, -0.0252, -0.0049, -0.0233
Si, 0.0197, -0.0042, -0.0102
Si, -0.0593, -0.0668, 0.0334
Si, 0.0313, 0.0481, 0.0368
Si, -0.117, 0.0216, -0.0837
Si, -0.0033, 0.0026, -0.0202
Si, 0.0148, 0.0906, 0.0604
Si, -0.0357, 0.0033, 0.0822
Si, 0.113, 0.1049, -0.202
Si, -0.0132, 0.0157, -0.0883
Si, -0.0289, 0.0914, 0.0396
Si, 0.0132, 0.0356, -0.0081
Si, 0.0056, -0.0922, 0.0015
Si, 0.0555, -0.0143, 0.0062
Si, 0.04, 0.0065, 0.0141
Si, 0.0274, 0.0136, 0.0039
Si, 0.0537, -0.1003, 0.0131
Si, 0.0264, -0.0687, -0.0141
Si, -0.0059, 0.007, -0.0405
Si, -0.0505, -0.0083, -0.0263
Si, 0.0113, 0.0354, 0.0132
Si, -0.0189, -0.0104, -0.0118
Si, -0.0331, 0.0275, -0.0133
Si, 0.0098, -0.0041, -0.0367
Si, -0.0213, 0.0064, -0.0154
Si, 0.0102, -0.0287, 0.0217
Si, 0.0213, 0.0386, 0.0042
Si, 0.0199, 0.0598, -0.0436
Si, -0.005, 0.0115, -0.0464
Si, 0.0791, -0.0101, -0.004
Si, -0.0525, -0.0131, -0.0266
Si, 0.0116, -0.0011, -0.0266
Si, 0.0224, -0.0673, -0.008
Si, 0.0293, -0.0254, -0.011
Si, -0.0203, -0.001, -0.0009
Si, 0.0533, -0.0385, -0.0335
Si, -0.0659, 0.0582, -0.0038
Si, -0.0883, 0.0248, -0.0459
Si, 0.022, 0.0034, -0.0718
Si, 0.0581, 0.0216, -0.0139
Si, -0.0917, 0.0131, -0.0334
Si, -0.1, 0.0197, -0.0111
Si, 0.0171, 0.0019, -0.0972
Si, 0.0103, 0.0269, 0.0061
Si, 0.0751, -0.0445, 0.0117
Si, -0.0676, -0.0061, 0.1656
Si, -0.0524, -0.0241, -0.1268
Si, 0.0917, -0.0288, -0.023
Si, -0.0742, -0.0233, 0.0503
Si, -0.0466, -0.2087, 0.0633
Si, 0.0225, 0.0223, 0.0048
Si, 0.0503, 0.0531, -0.0905
Si, -0.0209, -0.0192, -0.053
Si, 0.0044, -0.0145, -0.0172
Si, 0.0543, 0.0409, -0.0038
Si, 0.0208, 0.0516, -0.0515
As, -0.1375, 0.0026, -0.2566
Si, 0.0386, -0.0008, 0.0183
Si, -0.1473, 0.0822, 0.1992
Si, -0.0669, 0.0012, 0.0856
Si, -0.0283, -0.0114, 0.0116
Si, 0.0065, -0.0208, 0.0383
Si, -0.0329, 0.04, 0.0447
Si, 0.0011, 0.0076, -0.0096
Si, 0.0221, -0.0363, 0.004
Si, 0.2443, -0.1692, 0.4218
Si, -0.0006, 0.0546, 0.3739
Si, -0.0817, 0.0391, 0.2172
Si, 0.0429, 0.0103, 0.2401
Si, 0.0568, -0.0497, 0.2065
Si, -0.0743, 0.0225, 0.2258
Si, -0.0258, -0.0202, 0.2467
Si, 0.0781, -0.0173, 0.277
Si, 0.1494, -0.0751, 0.2861
O, -0.0243, -0.011, 0.1087
O, -0.0143, -0.0316, 0.0956
O, 0.0101, -0.0081, 0.1059
O, 0.0116, -0.0093, 0.0943
O, -0.0096, 0.0005, -0.1272
O, 0.1339, 0.2185, 0.0344
O, 0.0569, -0.0172, -0.1355
O, -0.0116, 0.0165, -0.0911
O, -0.1041, 0.1254, -0.3211
O, 0.0716, -0.0752, -0.2825
O, -0.1469, 0.0947, -0.3031
O, 0.11, -0.1089, -0.2839
O, -0.1458, 0.1077, -0.3411
O, 0.0539, -0.1819, -0.3506
O, 0.0472, -0.0814, -0.2889
O, -0.1027, 0.0604, -0.2642
O, 0.0953, -0.0853, 0.2361
O, -0.068, 0.1032, 0.2374
O, 0.1103, -0.0894, 0.2706
O, -0.0919, 0.0848, 0.2289
O, -0.1242, 0.0798, 0.2765
O, 0.0865, -0.0848, 0.253
O, -0.0869, 0.0684, 0.2582
O, 0.0892, -0.0926, 0.2315
Si, 0.0147, -0.0033, -0.0413
Si, 0.0223, -0.0176, 0.2001
Si, 0.0123, -0.0057, 0.1742
Si, 0.005, 0.0063, -0.0009
Si, 0.0329, -0.0174, -0.1609
Si, 0.0127, 0.0282, 0.3469
Si, -0.0125, 0.0019, -0.3895
Si, 0.0063, -0.013, 0.2337
Si, -0.0284, 0.0042, 0.2148
Si, -0.056, 0.004, 0.3665
Si, -0.0097, 0.0162, -0.3706
Si, 0.0035, -0.0114, 0.14
Si, 0.024, 0.0948, 0.4915
Si, -0.007, -0.0366, -0.1572
Si, -0.0105, 0.0039, -0.2396
Si, 0.0452, 0.0029, 0.5394
Si, 0.0008, -0.012, 0.1467
Si, 0.0137, -0.0046, 0.0933
Si, -0.0067, -0.0249, -0.1966
Si, 0.0705, -0.0031, 0.5598
Si, 0.0141, -0.0203, -0.0149
Si, -0.0155, 0.0142, -0.1551
Si, -0.0053, 0.0109, 0.3746
Si, -0.0119, 0.031, -0.1868
Si, 0.016, 0.027, 0.4218
Si, -0.0097, -0.0201, 0.2811
Si, 0.0075, 0.0055, -0.0132
Si, -0.0221, -0.0563, -0.3855
Si, -0.0275, 0.0036, -0.085
Si, 0.046, 0.0998, 0.5098
Si, 0.0158, 0.0268, 0.2393
Si, -0.0011, -0.0106, 0.1048
Si, -0.0004, 0.0689, 0.387
Si, 0.0457, 0.0151, 0.3586
Si, -0.002, 0.0273, 0.1322
Si, 0.01, -0.0365, -0.1908
Si, 0.0007, -0.0354, -0.3527
Si, -0.0222, -0.0095, -0.0304
O, -0.0209, 0.0015, -0.0792
O, -0.0106, 0.0192, 0.0301
O, 0.012, 0.0247, -0.0374
O, 0.0056, -0.0015, -0.0172
O, -0.0334, 0.0242, -0.1312
O, -0.0124, -0.0164, 0.0372
O, 0.0248, -0.0151, -0.0699
O, -0.0073, -0.0061, 0.0163
O, -0.0366, -0.0064, 0.0792
O, -0.0002, -0.0257, 0.0392
O, 0.0879, -0.0272, -0.2028
O, 0.0404, 0.0275, -0.1569
O, -0.0235, 0.0133, -0.0355
O, -0.0983, -0.0247, -0.2444
O, 0.0544, 0.0566, 0.154
O, -0.0444, 0.0227, -0.1036
O, -0.0013, -0.0038, 0.0527
O, -0.0022, 0.0036, 0.0147
O, 0.0069, -0.076, -0.1276
O, 0.0373, -0.039, -0.1057
O, 0.0018, -0.0562, 0.1642
O, -0.009, 0.0048, 0.0398
O, 0.0161, -0.0082, -0.0331
O, 0.0024, 0.0147, 0.0544
O, -0.0098, -0.0103, 0.0473
O, 0.0022, 0.0046, -0.0297
O, 0.0166, -0.0102, 0.0471
O, -0.0935, -0.0362, -0.2953
O, 0.0091, 0.0188, 0.0569
O, -0.0147, 0.0425, -0.1659
O, 0.0249, 0.0612, 0.1958
O, -0.0007, 0.0065, -0.3129
O, -0.0163, -0.0627, 0.1938
O, -0.0005, 0.0839, -0.1568
O, -0.0076, 0.0018, -0.1102
O, 0.0174, 0.0094, -0.0754
O, -0.0283, 0.0287, -0.1137
O, 0.0128, -0.0674, -0.1279
O, -0.0012, 0.0009, -0.0076
O, -0.0007, 0.055, 0.1215
O, -0.0156, -0.0649, -0.1659
O, -0.0316, -0.0256, -0.1228
O, 0.0218, 0.0424, 0.1829
O, -0.0888, -0.0484, -0.2748
O, 0.0095, 0.0787, -0.1332
O, -0.0312, 0.0106, 0.051
O, 0.1072, 0.0323, -0.365
O, -0.0108, -0.0265, -0.0633
O, 0.0384, 0.0024, -0.1295
O, 0.0029, -0.0146, 0.0774
O, 0.0173, 0.073, -0.1318
O, -0.0074, 0.0082, 0.0588
O, 0.0031, -0.0932, -0.1812
O, -0.0002, 0.0016, -0.0013
O, 0.0124, -0.0114, -0.0332
O, -0.111, 0.0077, -0.2376
O, 0.0183, 0.0417, -0.0915
O, 0.0372, 0.0457, -0.1368
O, -0.0536, 0.0219, 0.1824
O, 0.0053, -0.01, -0.0157
O, -0.0153, -0.0061, -0.0355
O, -0.0067, -0.0735, 0.1386
O, 0.0503, -0.0091, 0.1064
O, -0.0368, -0.1044, -0.2079
O, 0.0108, 0.0188, -0.0517
O, 0.0877, -0.0077, -0.2386
O, 0.0197, 0.0085, 0.0283
O, -0.0208, 0.0013, -0.0363

The program warned: the cutoff lies below the one the program advises for these potential files; the forces do not sum to zero within the program's tolerance; the exchange-correlation potential is rough where the density is thin.
